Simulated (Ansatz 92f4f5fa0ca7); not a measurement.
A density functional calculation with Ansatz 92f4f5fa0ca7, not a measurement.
Periodic cell of 189 atoms, Si117O72, from a study of silicon, its oxide and their interface. The atomic structure is a simulated model.

Settings
functional: PBE
potential files: Ansatz PAW
basis: plane waves
wave-function cutoff: 700 eV
density cutoff ratio: 5
exchange-correlation grid ratio: 2
k mesh: 2 x 2 x 1, shifted by 0.5 0.5 0.5 of a step
self-consistency stop: 5e-08 eV per atom in the density residual
occupations: Fermi-Dirac, 0.05 eV
spin: none
net charge: 0

Cell vectors (angstrom)
a 11.5983 0 0
b 0 11.5983 0
c -2.8266 -6.4706 24.9818

Atoms and the computed forces on them: element, x, y, z (angstrom), force x, y, z (eV/angstrom)
Si 3.7947 6.9203 -0.6303 -0.1919 0.034 -0.2045
Si 4.0125 -1.527 -0.0811 0.0894 -0.0169 -0.4201
Si 4.1784 1.5919 -0.2317 0.0471 -0.1395 -0.3862
Si 7.6311 6.1901 -0.7044 -0.0833 0.3027 -0.0054
Si 7.9582 -0.9801 -0.3809 0.0001 0.1731 -0.034
Si 7.9953 2.1937 -0.287 -0.065 -0.2029 -0.4002
Si 11.8561 5.4916 -0.6459 0.1243 -0.279 -0.4441
Si 11.7838 -0.6454 -0.479 0.0498 0.1223 -0.5848
Si 11.8328 2.4409 0.0004 0.0214 0.0402 -0.5082
Si 5.775 6.2151 0.7261 -0.1761 0.1027 -0.1358
Si 6.0557 -1.5328 1.0112 0.2361 0.1107 -0.1945
Si 6.0256 2.3017 1.068 0.0102 -0.0521 -0.1074
Si 9.779 6.1163 0.5336 0.0503 -0.024 -0.1403
Si 9.9166 -1.3535 0.8688 -0.0352 0.0285 -0.1229
Si 9.8427 2.4194 1.1722 -0.166 -0.1044 -0.214
Si 13.6184 6.2336 0.8298 0.0125 0.0801 -0.0295
Si 13.5889 -1.402 0.9982 -0.3224 0.0418 -0.163
Si 13.8628 2.3423 1.0816 0.2231 -0.1892 -0.1601
Si 5.9708 -3.5268 2.2222 0.0289 0.0015 0.1018
Si 6.0305 0.3853 2.4269 0.2171 -0.1621 0.1565
Si 5.8553 4.3428 2.2328 -0.0055 0.0635 -0.1138
Si 9.8682 -3.4784 2.0306 -0.0926 -0.0179 -0.2042
Si 9.8562 0.428 2.4218 -0.0618 -0.0293 0.202
Si 9.7872 4.4448 2.2639 0.0319 0.157 0.175
Si 13.5414 -3.4324 2.2315 -0.022 -0.0248 0.0837
Si 13.7187 0.4389 2.445 -0.0537 0.0101 0.2747
Si 13.7966 4.3616 2.2998 0.0977 0.0773 0.0472
Si 3.9822 -3.4322 3.5613 0.0231 -0.0439 -0.1667
Si 4.074 0.4 3.7656 -0.0234 0.0762 -0.0391
Si 4.0525 4.3448 3.7196 -0.1082 0.0894 0.0498
Si 7.9545 -3.4672 3.5132 -0.0994 -0.079 -0.0964
Si 7.9368 0.3998 3.7957 -0.0723 -0.0784 -0.0361
Si 7.8339 4.3916 3.5918 0.0242 0.0526 -0.0062
Si 11.6594 -3.4518 3.6134 0.1447 -0.0214 -0.0608
Si 11.7759 0.4402 3.7866 0.1154 -0.051 -0.0167
Si 11.7747 4.3686 3.6114 -0.0846 0.0184 -0.0743
Si 4.0305 6.3033 5.027 -0.0048 -0.0832 0.0281
Si 4.0291 -1.5813 5.045 -0.0021 0.0428 0.0344
Si 4.0603 2.3953 5.0458 -0.0145 -0.0291 -0.0275
Si 7.903 6.295 4.9946 0.0329 -0.0096 -0.0235
Si 7.9077 -1.6226 5.0205 0.0405 -0.0465 0.0001
Si 7.8986 2.4494 4.9762 -0.0005 0.0398 -0.0683
Si 11.7571 6.2703 5.0363 0.0764 0.0789 -0.0153
Si 11.7347 -1.569 5.0574 -0.0893 0.0174 0.0083
Si 11.765 2.4441 5.0212 -0.0046 -0.0125 0.0195
Si 5.9789 6.3048 6.3784 -0.0085 0.0787 0.0106
Si 5.9736 -1.5934 6.4021 0.0556 0.0119 -0.0226
Si 6.0035 2.4439 6.3788 -0.0554 -0.0239 0.0174
Si 9.8177 6.2998 6.3884 -0.0914 -0.1099 -0.0023
Si 9.8036 -1.6016 6.4298 0.0578 0.0453 0.0498
Si 9.8083 2.4159 6.3502 -0.0372 0.0169 -0.0297
Si 13.7081 6.2853 6.4118 -0.0225 -0.0115 -0.0389
Si 13.6861 -1.5969 6.4169 0.0439 -0.0409 0.0132
Si 13.7138 2.4232 6.3767 0.0055 0.0115 -0.0345
Si 5.9053 -3.4668 7.8804 0.0647 -0.0558 0.0394
Si 6.0248 0.44 7.618 -0.0411 -0.1333 0.0175
Si 6.0367 4.3869 7.7501 -0.0069 0.0906 0.0291
Si 9.8081 -3.4708 7.9202 0.0742 -0.0505 0.1329
Si 9.7196 0.4187 7.6342 0.0351 0.042 0.117
Si 9.8677 4.3561 7.6828 -0.0445 -0.0022 0.0564
Si 13.729 -3.479 7.9175 -0.0156 -0.0555 0.0626
Si 13.6599 0.4242 7.628 -0.021 0.0462 0.0521
Si 2.1566 4.3526 7.7597 0.0885 0.0881 0.0692
Si 4.0477 -3.5129 9.4076 -0.0245 -0.0658 0.1451
Si 4.0629 0.3947 8.8798 0.0696 -0.0269 -0.3712
Si 4.1223 4.456 9.1379 -0.1297 0.1956 -0.1195
Si 7.794 -3.4228 9.2779 -0.0084 0.0304 0.0643
Si 7.8463 0.4475 9.1263 0.15 -0.0566 0.0374
Si 8.005 4.3957 9.0922 0.0645 0.0964 -0.1051
Si 11.8018 -3.6005 9.2985 -0.0727 -0.0047 0.0568
Si 11.6712 0.4098 8.92 -0.3051 -0.2233 -0.2557
Si 11.7786 4.2951 9.051 0.0048 0.0522 -0.1685
Si 4.166 6.0973 10.9856 0.067 -0.053 -0.0013
Si 3.9618 -1.3501 10.44 0.1271 0.104 0.1406
Si 4.1869 2.3621 10.0934 0.2174 -0.1263 -0.0461
Si 8.016 6.2163 10.5994 0.0044 -0.1043 0.1591
Si 7.5985 -1.4488 10.631 -0.0423 0.1855 0.1925
Si 8.0337 2.477 10.4122 0.1993 -0.1055 0.2644
Si 11.9433 5.9304 10.7131 -0.0324 0.1076 0.0826
Si 11.5761 -1.4797 10.324 -0.0709 0.1666 0.0039
Si 11.7289 2.3276 10.2635 -0.3067 -0.0602 0.2308
Si 6.3064 5.5546 12.165 0.1918 -0.2321 0.0688
Si 5.6047 -0.6666 12.0433 -0.2884 0.1182 -0.1211
Si 6.0289 2.4493 11.5385 -0.0922 0.1093 0.3848
Si 10.0048 6.2916 11.9869 -0.045 0.1379 0.2045
Si 9.634 -1.1213 11.7022 0.0542 0.0038 -0.1377
Si 9.9568 2.0936 11.9003 0.2188 -0.2419 0.0877
Si 2.1954 5.2018 12.1745 -0.0722 -0.4415 0.3665
Si 1.9172 -0.8529 11.4582 -0.0717 0.2979 0.4904
Si 2.2102 2.1798 11.1973 0.0821 -0.144 0.934
Si 11.0906 2.5815 20.3604 0.0751 0.0281 -0.2511
Si 10.231 8.6664 13.9087 0.078 -0.0178 0.1185
Si -2.7992 4.3973 21.3714 0.1238 0.0947 -0.4624
Si 0.3554 5.3973 17.273 -0.0814 0.0655 0.1924
Si 2.4944 2.8018 20.4207 -0.0691 0.0115 -0.4706
Si 11.3416 1.7135 14.6517 0.0779 0.0291 0.2818
Si 12.6372 -1.2268 14.2616 0.1275 -0.0387 0.102
Si 8.6863 -4.6471 19.7038 0.0705 0.0327 -0.0637
Si -2.7577 -6.603 17.1181 0.153 -0.1277 0.3618
Si 4.171 2.2126 15.7893 -0.0122 -0.0285 0.4068
Si 2.4784 0.7333 18.0568 0.0039 -0.0779 0.0819
Si 4.8468 2.2382 22.4073 0.0343 -0.0949 -0.4016
Si 6.4558 -2.3878 19.4558 0.1467 -0.098 -0.3002
Si -0.3023 -2.73 20.0964 0.0041 -0.271 -0.3276
Si 8.3746 6.3188 14.3538 -0.015 -0.1395 0.2472
Si 1.9383 4.0452 14.9298 0.0764 -0.0727 0.458
Si 1.6517 -3.7055 17.9357 -0.0639 -0.0441 0.0304
Si -0.8126 -0.1849 21.9079 0.0807 0.05 -0.2716
Si 4.05 -1.8945 17.4724 -0.1045 0.0772 0.1175
Si 2.0419 5.527 19.6673 -0.01 -0.0563 -0.1988
Si -0.576 1.0463 17.6547 0.0625 -0.0285 0.2655
Si 6.8935 2.2735 20.2082 0.0648 0.0517 -0.2138
Si 6.8285 2.4842 17.374 -0.0416 0.0474 -0.0151
Si -3.38 0.1972 18.5319 0.0232 -0.0264 -0.0793
Si 4.7155 -2.5484 22.105 0.0543 -0.0579 -0.2782
Si 1.9656 -4.0312 21.8286 -0.1856 -0.1924 -0.5026
Si 4.0853 -0.6992 14.7858 0.1621 0.1173 0.3921
O 3.896 -3.0132 -0.9303 0.0773 -0.0089 0.3556
O 5.7692 -2.1396 20.9181 -0.1753 -0.0482 0.2952
O 3.3269 -3.1761 21.4768 0.1084 0.0647 0.1475
O 4.0612 0.0057 -0.8282 -0.0621 0.2309 0.4006
O 0.6196 7.0053 17.0076 0.0143 0.0051 -0.0059
O 0.5951 -3.3893 21.2602 0.0453 0.0412 0.1491
O 5.3718 -3.5768 23.191 -0.0174 -0.0751 0.4876
O 11.7889 0.9966 -0.83 -0.0054 -0.2519 0.323
O -2.9186 6.004 21.0464 0.0024 -0.0805 0.129
O -0.7546 -1.2721 20.6684 -0.0186 0.2657 0.3388
O 3.355 6.2177 -2.1029 0.2596 0.1758 0.2685
O 5.8947 1.6308 21.3133 -0.1249 0.0327 0.188
O 2.1536 0.7261 12.0704 -0.0889 -0.1259 -0.6822
O 4.5737 2.47 -1.5597 -0.0591 -0.0047 0.2247
O 2.4995 1.4738 19.4926 0.0132 0.0989 0.1691
O 1.4599 4.6028 16.3945 0.1298 -0.1222 -0.3719
O 8.1913 -1.4939 -1.9394 -0.0717 0.0005 0.206
O 3.4803 3.4997 15.0712 -0.0841 0.0362 -0.1648
O 5.9253 0.961 12.3241 -0.0071 -0.2677 -0.0297
O 0.9262 0.3561 17.6339 -0.0571 0.0674 -0.0446
O 13.1342 -1.748 12.7966 0.0524 0.0124 0.0841
O 6.9091 6.3111 13.5665 -0.209 -0.1435 -0.2505
O 9.4452 5.5047 13.379 0.1787 0.1682 -0.3745
O -1.1368 -6.728 16.8765 -0.0605 0.0321 -0.0806
O 9.5472 -1.5869 13.2925 0.0541 -0.0564 -0.1234
O 2.4812 -1.0258 15.0235 -0.0938 -0.014 -0.1727
O 4.871 -1.2456 13.4469 0.2611 0.1217 -0.2222
O 1.9002 5.2932 13.8424 0.0534 0.2376 -0.5585
O 7.4588 0.9622 17.2824 -0.0203 0.0101 0.0329
O 11.8478 0.2005 14.286 -0.0199 0.0255 -0.0855
O 9.0842 7.7847 14.6995 -0.0508 0.0898 -0.057
O 3.4072 2.4869 21.7094 0.0676 -0.0469 0.2829
O 9.9886 -3.6504 19.7341 0.0606 0.037 0.0867
O 7.7888 0.6201 -0.6933 0.124 -0.1391 0.1647
O 2.5627 -4.7555 18.8341 -0.0548 -0.0564 0.1066
O 6.0713 2.6104 18.8283 0.132 -0.0711 0.1318
O 10.6005 7.7527 12.5847 -0.0146 -0.2139 -0.0937
O 4.4253 -1.1837 22.9438 0.0672 0.1694 0.3294
O -1.7949 0.015 18.1052 -0.0563 0.0388 -0.0375
O 4.7719 -1.4218 16.0875 0.0135 0.0291 -0.2293
O 6.083 3.8833 12.4676 0.0084 0.2917 -0.2857
O 12.5561 3.0668 20.8773 0.0601 -0.0443 0.1931
O 2.982 4.1782 19.6404 -0.0643 -0.0519 0.1685
O 11.8468 3.8221 -0.9677 -0.0613 0.3109 0.5713
O 8.1465 5.6163 15.7936 -0.0797 0.1575 -0.4724
O 4.7483 1.2633 23.6947 0.012 -0.2333 0.1389
O -0.9364 1.2777 21.2179 -0.0067 -0.1623 0.1948
O 2.3713 3.5351 12.1552 -0.2072 0.3725 -0.1308
O 10.2584 2.2769 13.5471 -0.2038 0.1311 -0.5959
O 2.001 6.0349 21.2219 0.0448 0.1324 0.1954
O 10.6975 1.6453 16.168 0.0707 0.0242 -0.3649
O 5.2242 -2.5576 18.389 0.0143 0.0217 0.0368
O 11.5668 9.19 14.7623 -0.2035 -0.0902 -0.2134
O 3.1933 1.7576 17.0206 0.0539 0.0696 -0.2125
O 11.768 -1.1812 -2.0529 0.0127 -0.1017 0.5922
O -3.5212 1.1949 19.8368 -0.0714 0.0453 0.0777
O 0.9791 2.7683 14.6107 -0.0063 -0.054 -0.1689
O 0.6271 5.1457 18.8845 0.0737 0.0382 0.0788
O 2.8118 -2.9108 17.125 0.0573 0.0202 -0.0077
O 7.484 -1.2089 18.9289 -0.0907 -0.0137 0.0669
O 10.0978 -7.7643 20.574 -0.1018 0.0219 0.1913
O 9.6855 0.4965 11.7918 0.0027 -0.0182 0.1276
O -3.5268 -8.0395 17.3264 0.0321 0.0939 -0.0806
O -4.1144 3.6722 20.7547 -0.0286 0.0207 0.1577
O 11.0847 2.2506 18.7558 -0.0217 -0.0392 0.0092
O 8.6738 -5.6268 18.4029 -0.044 -0.0369 -0.0692
O 7.3339 -3.7521 19.5828 -0.0932 0.0704 0.0744
O -2.16 -0.3823 22.8265 -0.2295 -0.0475 0.4115
O 4.3074 0.919 14.8134 -0.0014 -0.0547 -0.1998
O 5.6738 2.6879 16.2518 -0.0744 -0.0353 -0.1404
O 3.3733 -0.6136 18.2371 0.0707 -0.0388 -0.0544
O 0.6966 -2.6622 18.7845 -0.0106 -0.0298 0.07

Results
free energy: -115333.920 eV
free energy less fixed offsets of O -569.03, Si -635.61 eV per atom: 2.610 eV
pressure: -0.95 GPa
stress xx, yy, zz, yz, xz, xy (GPa, positive in tension): 1.1, 1.3, 0.45, -0.03, 0.07, 1.03

The program warned: the cutoff lies below the one the program advises for these potential files.
